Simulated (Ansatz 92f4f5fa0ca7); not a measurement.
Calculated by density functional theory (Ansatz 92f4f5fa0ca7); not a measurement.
Periodic cell of 239 atoms, Si134O105, from a study of silicon, its oxide and their interface. The atomic structure is a simulated model.

Settings: functional r2SCAN; potential files Ansatz norm-conserving; basis plane waves; wave-function cutoff 1300 eV; density cutoff ratio 4; exchange-correlation grid ratio 1; k mesh 2 x 2 x 1, shifted by 0.5 0.5 0.5 of a step; self-consistency stop 5e-08 eV per atom in the density residual; occupations Fermi-Dirac, 0.05 eV; spin none; net charge 0.

Cell vectors (angstrom)
a  11.5403  0  0
b  0  15.3871  0
c  -4.2611  -5.1379  22.7027

Atoms: element, x, y, z (angstrom)
Si  1.675  -0.1545  -0.2361
Si  1.4431  2.2711  -0.4467
Si  2.0065  7.4218  -0.1469
Si  2.8137  9.6042  -0.009
Si  3.6205  -0.4844  1.126
Si  5.448  2.4765  -0.4348
Si  6.4217  6.7916  -0.272
Si  5.0516  9.6665  -0.3073
Si  9.159  -0.6973  0.006
Si  9.2278  4.0111  -0.3699
Si  5.0849  4.8756  -2.4377
Si  8.639  9.9823  -1.2935
Si  5.6912  0.0756  -0.1603
Si  3.4265  2.9226  0.6606
Si  3.7595  5.1104  1.3282
Si  2.7224  10.7977  1.9775
Si  7.3799  -0.2602  1.4373
Si  7.2283  3.3267  0.8605
Si  6.137  5.311  1.4282
Si  7.287  10.7513  1.4186
Si  11.2542  -0.6139  1.1428
Si  11.218  3.3834  0.9368
Si  10.942  7.3586  1.6864
Si  11.929  11.0692  1.6792
Si  3.5117  1.4828  2.5465
Si  3.3246  6.0017  3.3693
Si  3.3855  9.1252  3.4936
Si  3.5583  12.9644  2.597
Si  7.3958  1.7262  2.6653
Si  7.145  6.3531  3.228
Si  7.2336  8.8819  3.0664
Si  7.4005  12.9961  2.5671
Si  11.1218  1.5075  2.4409
Si  11.0373  5.29  2.7493
Si  11.1459  9.2624  3.0101
Si  11.319  13.0539  2.7279
Si  1.5266  1.5769  3.8953
Si  1.2628  5.4962  4.3166
Si  1.369  9.2211  4.5983
Si  1.7132  13.0889  4.0749
Si  5.4137  1.6759  3.9888
Si  5.326  5.6276  4.5326
Si  5.4442  9.3599  4.533
Si  5.4909  13.0976  3.9983
Si  9.3327  1.751  4.0098
Si  9.1355  5.5277  4.3152
Si  9.1475  9.2674  4.3172
Si  9.2925  13.1516  3.9867
Si  1.7383  -0.334  5.323
Si  1.4647  3.4559  5.4136
Si  1.168  7.2817  5.9191
Si  1.696  11.2648  5.6949
Si  5.4491  -0.2998  5.3516
Si  5.4429  3.4909  5.5394
Si  5.1876  7.4617  5.9
Si  5.4803  11.4142  5.6364
Si  9.2785  -0.2009  5.3167
Si  9.2559  3.5151  5.6439
Si  9.0003  7.427  5.8237
Si  9.2637  11.3039  5.4603
Si  3.5746  -0.3289  6.8539
Si  3.4016  3.5048  6.7064
Si  3.1951  7.4056  7.0906
Si  3.6674  11.2735  7.1202
Si  7.3048  0.0304  6.7846
Si  7.3464  3.3606  7.0469
Si  6.9915  7.3397  7.3325
Si  7.4451  11.6426  6.8959
Si  11.3097  -0.3607  6.5411
Si  11.2692  3.4344  7.0521
Si  10.7839  7.4207  7.2725
Si  11.2066  11.3506  6.8304
Si  3.1873  1.6376  8.0767
Si  5.2742  4.8243  9.5388
Si  3.8328  9.2422  8.3926
Si  3.3243  13.217  8.4012
Si  6.7448  1.6131  8.5729
Si  7.2453  5.2734  8.3412
Si  5.8518  8.447  9.2577
Si  8.3648  13.5993  7.6474
Si  11.6148  1.3794  8.0392
Si  11.972  4.6923  9.1692
Si  10.6606  9.5473  8.2048
Si  10.9019  13.3017  8.0497
Si  -1.5891  0.3927  10.5896
Si  10.1648  6.2231  9.238
Si  10.7909  8.95  10.3856
Si  1.2789  12.9459  9.5422
Si  4.6656  2.4701  9.6586
Si  3.4136  5.373  8.1598
Si  1.8466  10.0497  10.7843
Si  3.3422  13.7747  11.3068
Si  7.653  0.7008  10.5573
Si  5.435  6.6662  11.0778
Si  7.7958  10.6952  9.0037
Si  8.4665  13.4969  9.9064
Si  9.8299  0.4708  14.8622
Si  8.0978  -1.7353  19.3681
Si  6.4525  8.6612  15.5305
Si  0.3708  1.3885  12.9023
Si  7.1296  1.0148  13.5231
Si  2.1198  3.8007  17.8058
Si  3.4445  -1.4754  16.7773
Si  4.4514  1.9806  22.3273
Si  6.6344  5.4347  19.4208
Si  6.9743  -6.9  18.6176
Si  7.7916  7.0925  13.2398
Si  2.0343  11.2394  15.9528
Si  9.0723  9.9386  12.7003
Si  4.0645  7.0042  15.862
Si  8.895  -2.0884  16.4269
Si  3.4882  11.1504  13.0958
Si  6.1188  -1.5844  14.9977
Si  0.7702  4.292  12.2287
Si  3.5926  5.4847  13.2408
Si  5.0162  4.4799  17.0954
Si  -0.3858  4.8884  16.5002
Si  5.1345  2.996  14.3757
Si  4.6093  -5.165  20.0074
Si  1.6568  0.814  17.4758
Si  -0.5675  7.7852  15.957
Si  -1.1739  5.854  13.8221
Si  4.9951  -2.2633  19.3203
Si  3.5199  1.2233  12.4098
Si  10.4242  10.6563  15.4669
Si  8.6309  5.7621  21.521
Si  6.4206  -4.3516  13.5925
Si  9.4803  8.7064  20.4938
Si  10.3264  2.0967  17.1789
Si  1.4905  5.1702  20.3422
Si  1.9321  8.5231  17.3533
Si  9.4288  0.838  19.9009
Si  2.7352  9.1608  20.8899
Si  0.9937  8.1987  19.5624
O  0.4872  7.3292  0.4392
O  2.9506  6.2213  0.3853
O  11.7319  11.1023  -0.007
O  5.1742  2.444  23.7308
O  5.8096  6.063  -1.5998
O  5.8139  10.7834  0.6582
O  8.4444  10.4479  0.2611
O  3.3801  7.5928  2.7747
O  1.894  5.3595  8.8803
O  2.9863  9.5498  9.7744
O  4.151  13.4173  9.9112
O  12.2967  8.8706  10.997
O  6.6836  9.7993  9.7961
O  1.756  13.9038  10.843
O  1.6164  1.3703  8.6699
O  10.5284  0.9797  9.1866
O  8.7069  5.452  9.2066
O  9.0368  9.7189  8.5965
O  9.145  2.02  20.9545
O  1.3931  2.5135  -2.1068
O  7.3419  10.465  -2.1286
O  9.3151  7.1751  21.0803
O  9.4674  1.6981  15.8681
O  3.9867  8.3789  21.8545
O  5.4261  3.3769  -1.8785
O  5.6988  8.2118  0.0561
O  0.894  6.5683  19.7548
O  1.4358  -0.1135  18.7775
O  9.5347  0.3781  -1.2291
O  4.1123  -1.3999  18.2594
O  11.7888  2.9996  13.0553
O  5.0678  0.5025  21.9487
O  10.0393  10.4342  13.9076
O  8.933  8.3708  -1.4155
O  2.5669  -0.118  16.4929
O  11.3149  0.6536  14.226
O  10.1756  7.4105  10.3944
O  12.1735  3.9555  10.646
O  9.9323  9.9756  11.3349
O  6.656  2.4447  14.1597
O  9.8489  14.1047  10.6058
O  9.4427  11.8133  16.0538
O  4.0117  2.1713  11.1799
O  2.4125  -2.7228  16.6292
O  5.0344  3.2757  15.9904
O  2.4833  10.2314  12.252
O  3.2626  6.3685  14.5815
O  3.4732  12.6367  12.4622
O  9.7787  -0.9737  15.618
O  6.8986  1.2082  11.9298
O  6.7147  6.6712  12.1112
O  6.1894  4.3855  18.2349
O  5.0029  -4.8397  12.9565
O  7.2488  14.4512  10.456
O  0.435  11.1575  15.6032
O  6.818  6.8896  18.7645
O  -0.5186  0.8695  11.6761
O  10.1811  9.2028  16.2381
O  8.8  5.8276  13.4054
O  0.9923  8.1582  16.0579
O  8.6985  0.6249  13.7095
O  2.4474  2.218  17.6584
O  1.2118  4.5245  16.6358
O  1.9286  1.0884  12.6663
O  2.9673  11.1231  14.6269
O  3.9605  -0.2891  12.0185
O  9.0145  3.3256  -1.8507
O  4.6613  -1.5937  15.7041
O  9.5782  1.5508  18.4708
O  7.7329  10.87  12.6588
O  8.168  -0.176  19.8247
O  6.2161  -2.7906  13.9306
O  2.4066  10.0659  17.0282
O  -0.7776  -0.0304  20.2461
O  -0.863  4.7388  14.9594
O  4.1417  1.8268  13.8053
O  1.1617  11.4126  10.1802
O  6.7173  -5.2523  14.9129
O  8.5956  8.4053  12.8103
O  4.52  -3.8012  19.1216
O  8.3678  8.9658  19.3204
O  5.6858  -6.1528  19.2527
O  5.1655  5.9088  16.3427
O  -0.8018  6.444  16.9166
O  7.3301  -1.8418  16.0503
O  6.2814  -0.1768  14.2261
O  7.1465  7.449  14.6905
O  2.2722  4.7002  12.7126
O  4.1055  6.4931  12.0596
O  0.1986  1.3135  16.9509
O  -0.519  8.8788  19.8944
O  3.1461  7.4334  17.1332
O  3.577  4.487  17.8293
O  -1.1455  3.7195  17.3343
O  11.314  5.5319  12.5564
O  4.7639  4.3881  13.5961
O  9.0255  -1.9308  18.0368
O  4.8596  8.359  15.4473
O  -0.8435  7.3284  14.4269
O  8.1948  11.8989  10.0708
O  9.8185  10.7194  -2.0912
O  6.5764  -2.1167  18.9843
O  7.0399  8.7575  17.0249
O  1.3047  4.0234  19.1895
O  8.0204  5.0285  20.1805

Results
free energy: -64497.041 eV
free energy less fixed offsets of O -463.61, Si -117.95 eV per atom: -12.691 eV
pressure: -2.14 GPa
stress xx, yy, zz, yz, xz, xy (GPa, positive in tension): 2.34, 2.38, 1.69, -0.04, 0.15, -0.13

Forces (eV/angstrom), in the order of the atoms: element, x, y, z
Si  -0.0708  -0.1286  0.0398
Si  0.1713  0.1617  -0.633
Si  -0.2423  -0.2997  0.0003
Si  0.1626  -0.2455  0.1345
Si  0.0914  0.0745  0.0235
Si  0.1646  0.2941  -0.6471
Si  0.2404  -0.5583  0.019
Si  0.0966  0.1704  0.057
Si  -0.0929  0.1731  -0.5136
Si  -0.1991  0.1074  -0.5495
Si  0.3358  -0.1327  -0.0631
Si  0.114  0.1873  -0.412
Si  -0.3651  0.2067  0.0227
Si  0.1468  0.0943  0.1761
Si  -0.315  0.2577  -0.3229
Si  0.2055  0.1427  0.1183
Si  0.0046  -0.0047  0.0887
Si  0.1037  0.191  0.09
Si  -0.0722  -0.2032  -0.0455
Si  -0.0719  -0.2952  -0.311
Si  0.2327  0.1301  0.1272
Si  -0.2735  -0.1283  0.1972
Si  0.1831  -0.1083  -0.6744
Si  -0.2431  -0.0861  -0.5345
Si  0.0118  0.0533  -0.0101
Si  0.1236  0.5241  -0.2207
Si  -0.4989  -0.7201  -0.6596
Si  -0.0474  -0.0719  -0.1957
Si  -0.0247  0.2569  0.2325
Si  -0.0574  0.0851  -0.1833
Si  -0.0822  0.1049  -0.0688
Si  -0.0601  -0.2634  0.2121
Si  -0.0594  -0.0624  0.0001
Si  0.0828  0.0636  0.0143
Si  0.0665  -0.0143  0.2698
Si  -0.093  0.1714  0.2165
Si  0.2046  -0.0468  -0.1844
Si  0.0319  0.1895  0.1954
Si  -0.0887  -0.2503  0.1903
Si  0.1416  0.0786  0.3568
Si  -0.0058  0.0538  -0.0386
Si  0.0171  0.0986  0.1795
Si  0.1824  -0.1535  0.086
Si  -0.0907  0.0289  -0.1086
Si  0.1912  -0.1915  -0.1805
Si  -0.2516  -0.0862  -0.1059
Si  0.2349  0.047  0.1727
Si  -0.0616  0.0018  0.122
Si  -0.1774  0.0049  -0.0777
Si  -0.0104  -0.0996  -0.0946
Si  -0.2578  0.0147  -0.0228
Si  0.0407  0.2226  -0.0801
Si  0.0263  -0.0245  0.0955
Si  0.0955  0.0417  0.1323
Si  -0.0157  0.0712  0.1805
Si  0.0372  0.0764  0.1288
Si  -0.0337  0.489  0.0084
Si  0.1436  -0.0632  0.0985
Si  0.1248  0.2801  -0.0057
Si  0.1627  -0.2985  -0.0715
Si  0.052  -0.0831  -0.1953
Si  0.13  0.1619  -0.3155
Si  0.18  0.2074  0.0734
Si  -0.0672  -0.1148  -0.2871
Si  0.2279  0.0078  -0.2047
Si  -0.2485  0.0092  -0.135
Si  0.0591  0.1452  0.0893
Si  -0.0434  -0.3051  0.0388
Si  0.0459  -0.007  -0.0101
Si  0.1692  0.3584  0.1063
Si  0.0545  -0.0644  -0.2651
Si  -0.1504  0.1798  0.0405
Si  -0.8903  -0.1302  0.3051
Si  -0.1696  0.106  0.365
Si  -0.8283  0.0881  0.2478
Si  0.4252  0.084  0.6776
Si  0.1503  0.0993  -0.3543
Si  0.8776  0.1643  -0.15
Si  0.9584  0.2641  0.0839
Si  0.5021  0.0749  0.6022
Si  0.1112  -0.5532  -0.2419
Si  -0.31  0.2244  0.4037
Si  -0.3323  -0.0212  -0.0985
Si  0.3026  -0.149  -0.7033
Si  0.6229  0.0225  0.1223
Si  0.2843  0.1646  0.0448
Si  0.2526  -0.2695  0.7715
Si  -0.7135  0.0431  0.5012
Si  -0.26  -0.1692  0.7986
Si  -0.736  -0.1141  0.0377
Si  -0.0018  -0.1176  0.3793
Si  0.1086  -0.0967  0.5188
Si  -0.5158  -0.5266  0.497
Si  -0.0259  -0.5905  0.4704
Si  0.2758  -0.0342  0.277
Si  -0.9698  -0.4412  -0.3435
Si  0.099  0.0588  0.1883
Si  0.0794  0.2235  -0.3563
Si  0.0067  0.1212  -0.1198
Si  -0.0399  0.1526  0.3435
Si  0.0507  0.0903  0.4435
Si  0.1369  -0.0607  -0.2583
Si  -0.1223  0.1583  -0.2645
Si  -0.0357  0.0243  0.0589
Si  0.0122  -0.118  -0.1339
Si  -0.089  -0.3068  -0.3404
Si  -0.0169  -0.1419  0.3024
Si  0.0436  0.1262  -0.1321
Si  -0.0396  0.0202  0.0621
Si  0.1512  0.0051  -0.2512
Si  -0.0196  0.0129  -0.2079
Si  0.1318  -0.0137  0.0273
Si  -0.0847  -0.1955  0.0096
Si  -0.0545  0.1802  0.1752
Si  0.0799  0.0468  0.0529
Si  0.1851  -0.2378  -0.0924
Si  -0.104  -0.2319  -0.0461
Si  0.0797  0.1005  0.2906
Si  0.9001  0.5694  -0.7549
Si  0.1002  -0.0551  -0.3749
Si  0.0287  0.1151  -0.2423
Si  -0.0784  -0.1238  -0.1597
Si  -0.0454  0.1828  -0.3244
Si  -0.0064  -0.0695  0.3416
Si  -0.0735  0.118  -0.011
Si  -0.1082  -0.2244  -0.2642
Si  -0.0614  0.0134  0.1308
Si  -0.3258  -0.1392  0.2595
Si  -0.1174  0.1064  -0.1595
Si  0.2621  -0.0619  -0.7387
Si  0.0126  0.087  -1.0908
Si  0.0308  0.1447  -0.2648
Si  0.2342  -0.5595  0.6925
Si  -0.3599  -0.445  -0.0992
O  0.0148  0.0545  0.3516
O  0.3002  -0.2528  -0.1258
O  0.2229  0.0618  0.3593
O  0.1289  -0.2367  -0.2002
O  -0.1811  0.1295  -0.0832
O  0.045  -0.1399  0.0961
O  -0.1432  0.014  0.2019
O  0.1846  0.1643  0.5872
O  0.1827  -0.2287  0.1569
O  0.1053  0.0051  -0.2646
O  -0.5087  -0.0588  -0.6835
O  0.0393  0.2483  -0.1352
O  -0.0927  -0.3786  -0.1157
O  0.158  -0.2771  -0.3247
O  0.155  0.347  -0.3925
O  -0.2023  0.0507  0.2895
O  -0.2957  0.0141  -0.0776
O  -0.642  0.2592  -0.0149
O  0.1022  -0.191  0.0881
O  -0.1357  -0.0362  0.599
O  0.104  -0.0602  0.2627
O  -0.0694  0.5733  -0.1919
O  0.2396  -0.2333  0.0402
O  -0.284  0.3506  -0.1503
O  -0.0863  -0.1017  0.4575
O  -0.1038  0.0019  -0.1437
O  -0.1325  0.3686  0.0869
O  -0.1801  0.0817  0.163
O  -0.3725  -0.4025  0.185
O  0.1592  -0.2014  0.2096
O  0.1263  -0.0986  -0.2658
O  -0.0233  -0.334  0.3376
O  -0.0859  -0.1428  0.0188
O  0.066  0.1651  0.1673
O  -0.0521  -0.0469  0.3184
O  -0.1691  0.0788  -0.2887
O  -0.1366  0.1149  -0.1696
O  0.2033  -0.1394  -0.4073
O  0.0231  -0.2084  -0.1862
O  -0.1113  -0.2176  -0.2443
O  -0.2934  0.1122  -0.179
O  0.0788  0.0035  0.0023
O  0.3613  0.0208  -0.3727
O  0.1227  -0.053  0.0148
O  -0.04  0.2514  -0.1414
O  -0.0446  0.0839  -0.3448
O  0.1925  -0.0406  0.0603
O  -0.0179  0.2155  -0.3896
O  -0.2134  0.0819  0.0656
O  0.0751  -0.0958  -0.4978
O  -0.317  0.2474  -0.2724
O  -0.1381  0.3348  0.202
O  0.0045  0.1048  0.0607
O  0.3014  0.6225  0.478
O  0.0519  -0.1718  0.0807
O  0.0322  0.1733  0.1568
O  -0.0487  -0.0661  0.0157
O  0.2375  -0.1227  -0.123
O  0.1273  0.2932  -0.0449
O  -0.0735  0.0018  0.4548
O  -0.1553  0.0299  -0.0989
O  -0.2753  0.0969  0.0761
O  -0.0716  -0.0219  0.2649
O  0.0944  0.1223  -0.1874
O  -0.1084  -0.0037  0.0092
O  -0.1213  -0.0434  -0.2543
O  0.1406  0.146  0.2717
O  0.0709  0.0056  0.1346
O  0.0755  -0.1822  0.2728
O  0.0869  -0.1337  -0.0657
O  0.1021  -0.1165  0.1106
O  0.0351  -0.0031  0.0725
O  -0.1032  -0.2766  0.2315
O  -0.0467  0.083  0.0928
O  0.096  0.3261  0.0788
O  0.0046  0.0256  -0.3644
O  0.2616  0.0645  -0.0419
O  -0.0372  -0.127  -0.1904
O  0.0011  0.1264  -0.0497
O  0.0758  -0.1538  0.2947
O  0.0907  -0.0872  0.0872
O  -0.2788  0.1628  0.2206
O  -0.2576  0.0263  0.0756
O  0.1712  0.0713  -0.1662
O  0.1246  0.0259  -0.0199
O  0.1956  0.1843  -0.2036
O  0.0331  0.1712  -0.1255
O  -0.061  -0.0223  -0.0853
O  0.3563  0.1645  -0.0778
O  0.035  0.0868  0.2307
O  0.4955  -0.4956  0.0032
O  -0.3029  0.3018  0.2712
O  -0.1481  -0.009  -0.0202
O  0.2115  -0.0615  -0.1019
O  -0.032  -0.0958  0.0715
O  -0.151  -0.0462  -0.0013
O  -0.2216  0.0115  0.2579
O  0.0357  -0.2175  0.1162
O  -0.0877  -0.2226  0.1651
O  0.2185  -0.2655  0.1725
O  0.0153  -0.0777  0.0727
O  -0.0384  -0.0574  0.2428
O  -0.0566  -0.0292  0.2479
O  0.0666  0.2181  0.17
O  -0.1605  0.3082  0.1828
